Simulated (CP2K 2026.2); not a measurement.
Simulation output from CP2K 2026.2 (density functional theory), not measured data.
Periodic cell of 503 atoms, Si360O143, from a study of silicon, its oxide and their interface. The atomic structure is a simulated model.
Doubt: the forces sum to 0.81 eV/angstrom along one axis rather than to zero, so they err by at least 0.0016 eV/angstrom per atom on average; the grid cutoff is modest.

Settings: functional PBE; method Gaussian and plane waves; basis set DZVP-MOLOPT-SR-GTH; pseudopotentials GTH-PBE; grid cutoff 350 Ry, relative cutoff 50 Ry; k points Gamma only; occupations fixed; spin none; net charge 0.

Cell vectors (angstrom)
a	16.32	0	0
b	0	16.32	0
c	0.4153	4.3026	33.7048

Atoms and the computed forces on them: element, x, y, z (angstrom), force x, y, z (eV/angstrom)
Si	10.562	14.574	1.061	-0.232	0.52	0.473
Si	0.071	14.304	0.425	-0.177	-0.004	0.191
Si	16.264	5.544	3.761	0.076	0.037	-0.055
Si	1.934	6.485	2.703	-0.335	0.052	0.777
Si	14.077	8.429	1.801	-0.133	-0.099	0.634
Si	5.989	4.405	32.878	-0.043	0.001	0.021
Si	0.655	0.461	2.201	-0.266	-0.27	0.538
Si	7.654	1.248	2.742	0.902	-0.097	0.442
Si	4.41	4.453	2.594	0.264	0.377	0.443
Si	13.52	13.807	1.808	0.082	0.147	0.534
Si	4.45	9.017	2.759	-0.148	0.284	0.674
Si	6.543	12.318	2.351	-0.361	-0.487	0.234
Si	9.301	15.707	2.74	-0.026	0.053	0.025
Si	11.642	2.142	2.708	-0.092	0.107	0.584
Si	9.888	3.805	3.063	-0.011	-0.184	-0.07
Si	12.015	6.462	2.905	-0.405	0.301	0.314
Si	6.952	7.173	3.056	0.067	0.024	0.566
Si	16.298	10.214	1.275	-0.013	-0.064	0.023
Si	15.871	15.914	4.109	-0.043	0.006	0.023
Si	2.859	2.04	3.658	0.204	-0.257	0.468
Si	14.463	4.42	2.641	0.275	-0.046	0.744
Si	2.891	8.017	4.196	-0.005	-0.014	-0.048
Si	0.55	11.332	4.181	0.068	0.057	0.606
Si	2.34	12.916	4.129	-0.224	0.181	0.476
Si	5.423	16.01	4.18	0.031	-0.096	0.658
Si	8.36	2.705	4.374	-0.036	-0.016	-0.047
Si	5.631	5.562	4.264	0.015	0.016	-0.078
Si	8.429	8.504	4.342	0.069	0.048	-0.015
Si	5.419	10.861	3.874	0.019	-0.035	-0.122
Si	8.377	14.028	4.208	0.571	0.294	0.356
Si	10.942	16.629	4.086	0.039	0.075	-0.075
Si	13.511	2.808	4.036	-0.053	-0.039	-0.073
Si	10.776	5.382	4.457	-0.012	-0.083	-0.028
Si	13.362	8.019	3.97	0.083	0.069	-0.016
Si	10.122	10.332	4.146	-0.073	-0.195	0.64
Si	14.118	14.186	4.052	0.001	0.051	0.016
Si	14.851	1.344	5.362	0.075	-0.006	-0.005
Si	1.093	4.115	5.282	-0.186	0.429	0.381
Si	14.968	6.867	5.271	-0.033	-0.096	0.031
Si	1.462	9.499	5.382	-0.029	-0.019	0.005
Si	15.015	12.321	5.298	-0.017	-0.009	-0.08
Si	1.32	14.822	5.272	0.007	-0.049	-0.048
Si	4.058	1.125	5.418	-0.026	0.015	-0.063
Si	6.836	4.037	5.531	-0.033	-0.037	-0.003
Si	4.158	6.739	5.636	-0.02	0.011	0.029
Si	6.765	9.66	5.483	-0.025	0.024	0.038
Si	4.123	12.135	5.42	0.02	0.013	0.006
Si	6.896	15.005	5.683	-0.003	-0.013	0.024
Si	9.65	1.375	5.72	-0.031	-0.017	-0.028
Si	12.302	4.084	5.623	-0.028	-0.005	0.024
Si	9.442	6.843	5.649	-0.02	0.075	0.041
Si	12.093	9.521	5.257	-0.096	-0.007	-0.051
Si	9.484	12.276	5.399	-0.047	-0.052	-0.085
Si	12.302	15.097	5.309	0.002	-0.073	-0.004
Si	13.557	16.369	6.828	0.007	-0.01	-0.007
Si	16.219	2.715	6.744	-0.003	-0.016	-0.015
Si	13.703	5.509	6.802	0.084	0.026	-0.033
Si	16.319	8.189	6.686	0.01	-0.009	-0.032
Si	13.55	10.918	6.575	0.003	0.026	-0.034
Si	16.34	13.566	6.796	0.033	0.001	-0.032
Si	2.62	16.192	6.729	-0.021	0.019	0.012
Si	5.383	2.631	6.744	0.021	-0.007	-0.005
Si	2.635	5.336	6.727	-0.026	-0.039	-0.049
Si	5.474	8.213	6.876	0.003	0.013	-0.008
Si	2.793	10.799	6.833	0.023	0.016	0.016
Si	5.436	13.553	6.818	0.028	0.002	-0.007
Si	8.2	16.383	7.003	-0.004	0.044	-0.012
Si	10.966	2.759	7.016	0.014	0.021	-0.027
Si	8.113	5.425	6.937	0.045	-0.051	0.024
Si	10.921	8.187	6.854	-0.009	0.032	-0.02
Si	8.094	11.022	6.854	-0.011	-0.019	0.058
Si	10.951	13.633	6.673	0.003	0.021	-0.01
Si	14.967	14.969	8.122	-0.012	0.013	-0.044
Si	1.308	1.325	8.067	-0.001	0.035	-0.012
Si	14.966	4.091	8.181	-0.043	0.006	-0.002
Si	1.329	6.784	8.08	-0.027	-0.002	-0.007
Si	14.929	9.562	8.013	-0.006	0.024	0.007
Si	1.387	12.2	8.13	0.015	-0.009	0.032
Si	4.029	14.918	8.13	0.023	0.023	0.016
Si	6.76	1.407	8.233	0.005	0.022	0.02
Si	4.02	4.01	8.107	0.019	0.006	-0.004
Si	6.782	6.822	8.238	0.012	0.031	0.019
Si	4.098	9.499	8.253	-0.012	-0.037	0.017
Si	6.754	12.272	8.268	-0.019	0.001	0.014
Si	9.582	14.919	8.179	-0.013	-0.016	-0.043
Si	12.28	1.348	8.297	-0.022	0.019	0.043
Si	9.532	4.114	8.268	-0.006	0.005	0.049
Si	12.302	6.832	8.174	-0.022	-0.041	0.022
Si	9.502	9.581	8.134	0.003	0	-0.03
Si	12.274	12.263	8.06	-0.029	-0.009	-0.006
Si	16.303	16.326	9.497	0.024	-0.009	0.007
Si	2.679	2.661	9.474	-0.002	0	0.003
Si	16.337	5.449	9.512	0.005	-0.018	-0.019
Si	2.687	8.114	9.51	-0.008	0.005	-0.015
Si	16.3	10.863	9.454	-0.017	0	0.005
Si	2.71	13.567	9.52	-0.004	-0.005	0.005
Si	5.396	16.298	9.507	0.015	-0.026	-0.009
Si	8.138	2.75	9.586	0.005	0.012	-0.002
Si	5.375	5.413	9.496	-0.006	0.003	-0.008
Si	8.182	8.193	9.534	0.011	-0.011	0
Si	5.432	10.874	9.599	-0.024	0.001	0.018
Si	8.175	13.616	9.556	0.032	-0.008	-0.003
Si	10.891	16.289	9.58	0.012	0.013	-0.004
Si	13.631	2.745	9.583	0.005	0.012	0.013
Si	10.923	5.486	9.556	-0.022	0.001	0.005
Si	13.641	8.216	9.487	0.014	0.016	0.004
Si	10.894	10.925	9.467	-0.008	0.024	-0.008
Si	13.611	13.6	9.475	0.007	-0.025	0.011
Si	14.991	17.71	16.302	-0.001	0.002	-0.013
Si	1.359	4.071	16.331	0.001	0.007	0.005
Si	14.969	6.829	16.309	-0.015	0.001	-0.011
Si	1.371	9.511	16.299	0.022	-0.025	-0.017
Si	14.952	12.25	16.318	0.014	-0.009	0.005
Si	1.371	14.976	16.337	-0.015	0.026	0.002
Si	4.088	17.672	16.337	0.006	-0.017	0
Si	6.777	4.081	16.351	-0.005	-0.009	0.013
Si	4.095	6.785	16.34	-0.006	-0.004	-0.005
Si	6.807	9.515	16.328	0.001	0.019	-0.007
Si	4.066	12.233	16.318	-0.003	0.011	-0.001
Si	6.774	14.939	16.308	0.011	0	-0.016
Si	9.483	17.676	16.264	0.005	0.009	-0.004
Si	12.256	4.123	16.281	-0.008	-0.012	-0.003
Si	9.52	6.82	16.344	-0.002	-0.001	0.009
Si	12.212	9.517	16.333	0.007	-0.001	-0.009
Si	9.496	12.212	16.332	-0.001	0.007	0
Si	12.235	14.944	16.298	-0.001	-0.004	0.005
Si	13.616	16.334	17.602	-0.004	0.009	-0.015
Si	16.332	2.731	17.722	-0.028	-0.014	0.006
Si	13.61	5.485	17.667	0.008	0.007	-0.007
Si	16.348	8.163	17.67	0.016	0	-0.015
Si	13.562	10.9	17.657	-0.006	0.001	-0.004
Si	16.322	13.608	17.675	-0.002	-0.012	0.01
Si	2.752	16.319	17.717	0.021	0.006	-0.007
Si	5.43	2.699	17.724	0.016	-0.005	0.002
Si	2.723	5.422	17.689	0.025	0.016	-0.013
Si	5.473	8.144	17.695	0.012	-0.016	0.002
Si	2.717	10.859	17.673	-0.007	0.006	-0.018
Si	5.424	13.583	17.689	-0.008	0.014	-0.005
Si	8.122	16.322	17.637	-0.016	0.006	-0.003
Si	10.859	2.74	17.56	0	-0.002	-0.017
Si	8.139	5.463	17.689	-0.001	-0.005	0.011
Si	10.867	8.177	17.742	-0.007	0.02	0.005
Si	8.151	10.852	17.73	-0.006	-0.019	-0.007
Si	10.863	13.58	17.657	0.015	-0.006	0.012
Si	14.928	14.977	18.995	0.016	0.019	0.012
Si	1.411	17.694	19.077	0.024	0.02	0.019
Si	14.971	4.153	19.046	0.032	-0.01	0
Si	1.373	6.783	19.046	-0.01	-0.01	-0.019
Si	14.975	9.569	18.954	0.032	-0.018	-0.011
Si	1.379	12.245	19.026	-0.002	-0.015	-0.035
Si	4.1	14.94	19.095	-0.026	0.019	-0.004
Si	6.774	17.617	19.074	-0.014	-0.001	-0.018
Si	4.075	4.08	19.076	-0.038	-0.031	-0.002
Si	6.841	6.836	19.118	0.021	0.024	0.018
Si	4.084	9.487	19.02	-0.036	-0.016	-0.022
Si	6.758	12.208	19.053	-0.031	0.005	0.025
Si	9.503	14.979	18.958	0.018	-0.021	0.021
Si	12.244	17.731	18.878	-0.003	0.014	-0.012
Si	9.502	4.039	18.952	-0.007	-0.023	-0.037
Si	12.254	6.811	19.069	0.008	0.021	0.033
Si	9.505	9.52	19.157	-0.006	-0.001	0.003
Si	12.179	12.208	19.055	-0.012	-0.013	0.015
Si	16.367	16.263	20.341	0.004	0.029	-0.001
Si	2.733	2.762	20.51	-0.01	-0.035	-0.011
Si	16.355	5.468	20.47	-0.001	-0.025	-0.018
Si	2.736	8.136	20.385	0.028	0.001	0.019
Si	16.258	10.954	20.341	0.011	-0.002	0.008
Si	2.78	13.518	20.428	0.019	-0.028	-0.009
Si	5.424	16.287	20.521	0.023	0.016	0.001
Si	8.179	2.675	20.34	-0.022	0.033	0.012
Si	5.45	5.447	20.402	-0.027	0.018	-0.002
Si	8.201	8.147	20.593	0.003	-0.006	-0.015
Si	5.408	10.806	20.424	0.03	0.051	0.01
Si	8.132	13.632	20.31	-0.047	0.014	-0.003
Si	10.901	16.391	20.213	-0.008	-0.015	-0.022
Si	13.533	2.773	20.271	-0.024	0.028	0.02
Si	10.837	5.37	20.317	0.021	0.014	0.016
Si	13.678	8.235	20.343	0.006	0.01	0.023
Si	10.849	10.895	20.54	-0.023	-0.005	-0.004
Si	13.498	13.651	20.328	-0.019	0.039	-0.026
Si	14.973	17.752	21.481	0.054	0.023	-0.003
Si	1.376	4.137	21.919	0.014	-0.043	0.012
Si	15.002	6.891	21.765	-0.047	0.026	-0.038
Si	1.306	9.546	21.603	-0.016	-0.034	0.009
Si	14.861	12.349	21.677	-0.009	-0.01	0.067
Si	1.349	14.82	21.73	-0.043	-0.016	0.04
Si	4.074	17.693	21.88	-0.021	0.051	-0.042
Si	6.832	4.036	21.669	-0.002	-0.048	0.013
Si	4.107	6.789	21.793	-0.05	-0.016	-0.001
Si	6.783	9.562	21.899	0.031	0.01	0.014
Si	4.113	12.158	21.861	-0.002	0.073	-0.026
Si	6.85	14.899	21.826	-0.003	-0.029	-0.047
Si	9.576	17.637	21.657	0.013	-0.047	-0.004
Si	12.149	4.034	21.729	0.038	0.01	-0.007
Si	9.599	6.639	21.849	0.014	-0.01	0.04
Si	12.308	9.48	21.795	0.01	0.07	0.034
Si	9.446	12.403	21.799	0.004	0.033	0.035
Si	12.126	15.043	21.648	-0.07	-0.075	0.044
Si	13.657	16.383	22.776	0.036	0.048	0.015
Si	16.132	19.066	23.031	-0.062	0.073	0.085
Si	13.295	5.735	22.887	-0.204	0.208	-0.319
Si	16.329	8.326	23.117	0.013	-0.024	-0.051
Si	13.526	11.063	23.104	0.193	-0.313	-0.299
Si	16.209	13.595	23.171	0.034	0.015	0.018
Si	2.535	16.315	23.051	-0.026	0.109	0.031
Si	5.626	19.002	23.143	-0.025	-0.073	-0.002
Si	2.775	5.518	23.308	0	0.003	-0.058
Si	5.456	8.115	23.23	0.032	-0.015	0.072
Si	2.584	10.795	23.094	0.066	0.017	0.041
Si	5.948	13.102	23.102	-0.019	-0.006	0.02
Si	8.503	16.075	23.044	-0.002	-0.037	0.002
Si	10.841	18.932	23.17	-0.028	0.025	0.042
Si	6.774	6.498	24.439	0.068	0.135	-0.683
Si	11.555	7.488	22.873	0.081	-0.122	-0.068
Si	7.742	11.389	23.112	-0.189	0.177	-0.495
Si	10.361	14.245	23.042	0.015	0.022	-0.003
Si	15.245	15.501	24.243	0.245	0.001	-0.445
Si	0.638	17.199	24.163	0.038	-0.062	-0.091
Si	14.659	3.649	24.631	0.333	-0.087	-0.628
Si	1.785	7.411	24.458	0.042	0.056	0.077
Si	15.266	10.099	24.355	-0.024	0.061	-0.053
Si	0.755	11.718	24.355	-0.032	-0.016	0.102
Si	3.642	15.593	24.983	-0.225	-0.418	-0.504
Si	5.998	17.311	26.142	0.458	0.162	-0.389
Si	4.517	4.359	24.512	-0.341	-0.436	-0.127
Si	8.224	5.185	23.165	0.016	0.084	-0.025
Si	3.575	9.045	24.355	-0.223	-0.172	-0.509
Si	4.841	13.609	25.132	0.041	0.288	-0.547
Si	13.884	8.344	28.959	-0.019	0.04	-0.017
Si	9.06	3.365	24.561	0.018	-0.039	0.156
Si	12.526	17.737	24.269	-0.123	-0.029	-0.662
Si	14.295	8.904	26.145	0.25	0.555	-0.324
Si	8.664	9.377	28.126	0.01	0.062	-0.01
Si	11.507	13.092	24.737	-0.24	0.308	-0.556
Si	13.273	5.602	28.647	0.091	-0.029	0.084
Si	15.993	18.023	31.281	-0.064	-0.079	0.006
Si	3.876	11.094	26.503	-0.065	-0.094	0.034
Si	1.151	13.949	28.723	-0.116	-0.063	-0.063
Si	12.911	15.477	26.184	0.162	0.066	-0.178
Si	7.454	17.904	24.384	0.039	-0.056	-0.023
Si	13.568	11.033	0.549	0.101	0.002	0.035
Si	10.874	6.986	0.831	0.647	-0.074	0.071
Si	11.357	8.23	24.996	0.063	-0.181	-0.45
Si	3.869	6.23	31.487	0.188	-0.125	-0.008
Si	5.971	10.649	28.626	0.041	0.056	0.025
Si	7.682	8.071	31.645	0.093	-0.11	0.164
Si	10.015	9.636	31.01	0.057	0.019	-0.09
Si	13.854	15.702	31.347	0.034	-0.075	0.008
Si	9.42	11.612	1.43	-0.154	0.028	0.142
Si	9.059	6.835	26.586	-0.099	-0.076	-0.207
Si	0.451	8.446	29.24	-0.013	0.051	-0.078
Si	9.646	10.808	25.527	-0.081	0.057	-0.109
Si	6.846	13.737	32.433	0.041	0.01	-0.019
Si	5.388	18.47	30.777	0.006	-0.003	-0.04
Si	6.909	3.619	0.853	0.485	0.413	0.344
Si	7.212	19.848	29.104	0.022	-0.05	-0.019
Si	4.86	14.68	1.506	0.083	-0.026	0.164
Si	1.699	17.348	26.182	-0.328	-0.132	-0.516
Si	15.348	2.461	0.476	-0.068	-0.048	0.094
Si	9.76	13.7	33.301	0.013	-0.233	0.012
Si	0.972	6.55	31.554	-0.154	0.013	-0.119
Si	4.696	15.842	32.385	0.009	0.073	0.142
Si	6.201	14.737	27.76	-0.133	0.055	-0.006
Si	15.7	4.703	27.248	-0.06	-0.101	-0.026
Si	1.077	12.014	26.642	-0.1	-0.102	-0.701
Si	4.982	9.136	30.846	-0.011	-0.09	0.064
Si	13.567	12.77	30.531	0.039	0.018	0.004
Si	2.357	8.602	0.561	0.031	0.003	0.213
Si	13.206	16.923	28.82	-0.012	-0.044	0.01
Si	12.773	8.597	31.738	0.027	0.068	0.064
Si	4.475	11.9	31.923	0.02	0.026	-0.035
Si	4.348	4.236	29.178	-0.004	-0.061	0.052
Si	8.693	5.047	1.436	-0.082	-0.749	0.068
Si	13.235	11.199	33.293	-0.657	0.104	0.16
Si	15.465	4.364	30.137	0.031	0.049	-0.052
Si	16.361	16.822	28.779	0.064	-0.126	-0.037
Si	3.935	19.549	26.452	0.169	0.272	-0.459
Si	11.472	19.519	28.956	-0.047	-0.009	0.125
Si	3.999	14.059	29.991	0.067	-0.029	-0.019
Si	11.147	20.235	32.021	0.048	-0.032	-0.032
Si	15.97	11.442	29.065	0.003	0.022	-0.056
Si	7.782	13.088	29.554	0.043	-0.106	0.061
Si	10.593	12.576	30.615	-0.005	-0.064	-0.093
Si	13.049	5.903	33.403	-0.137	0.143	0.166
Si	0.641	7.309	26.541	0.387	0.221	-0.454
Si	2.68	13.001	1.014	0.027	0.005	0.051
Si	8.518	5.227	31.292	-0.131	-0.008	-0.019
Si	9.158	3.728	26.958	0.099	-0.136	-0.748
Si	14.986	17.684	10.902	-0.009	0.006	0.005
Si	1.368	4.065	10.854	0.009	0.008	0.007
Si	14.975	6.827	10.858	-0.007	-0.011	0.001
Si	1.33	9.504	10.849	-0.012	-0.013	0.004
Si	14.964	12.235	10.839	0.007	0.02	0.007
Si	1.348	14.954	10.852	0	0.012	0.008
Si	4.046	17.659	10.865	-0.006	-0.009	0.001
Si	6.76	4.108	10.9	0.029	0.006	0.004
Si	4.048	6.772	10.883	-0.005	-0.022	0.009
Si	6.812	9.512	10.914	-0.004	-0.004	0.012
Si	4.058	12.238	10.916	0.008	-0.007	0.011
Si	6.787	14.974	10.884	0	0.023	-0.002
Si	9.507	17.672	10.906	-0.023	-0.011	0.001
Si	12.247	4.097	10.915	0.005	0.01	0.005
Si	9.539	6.836	10.892	0.025	0.02	0.011
Si	12.251	9.558	10.838	-0.005	-0.011	-0.007
Si	9.537	12.238	10.883	-0.019	-0.023	-0.004
Si	12.266	14.931	10.899	-0.007	0.007	0.001
Si	13.613	16.319	12.245	0.007	0.004	-0.004
Si	16.342	2.727	12.245	0.008	-0.003	0.007
Si	13.615	5.473	12.237	-0.016	0.003	0.005
Si	16.32	8.162	12.249	0.008	-0.016	0.007
Si	13.603	10.894	12.22	-0.003	-0.001	-0.01
Si	16.314	13.595	12.217	-0.005	0.006	-0.003
Si	2.703	16.303	12.231	0.012	0.007	0
Si	5.407	2.712	12.229	-0.011	-0.003	-0.003
Si	2.709	5.414	12.246	-0.002	-0.016	0.013
Si	5.431	8.138	12.237	0.011	0.005	-0.005
Si	2.69	10.862	12.239	0.006	0.011	0.001
Si	5.435	13.602	12.248	0.007	-0.013	0.002
Si	8.14	16.323	12.26	-0.008	0.013	0.008
Si	10.873	2.726	12.255	0.011	0.007	-0.003
Si	8.153	5.468	12.234	-0.02	0.013	-0.003
Si	10.902	8.2	12.227	-0.009	-0.006	0.003
Si	8.171	10.883	12.249	0.015	-0.02	0.005
Si	10.888	13.587	12.252	-0.002	0.007	0.004
Si	14.975	14.962	13.598	-0.001	-0.001	-0.001
Si	1.374	17.678	13.599	0.003	0.008	-0.001
Si	14.975	4.099	13.586	-0.001	0.006	-0.013
Si	1.362	6.791	13.603	0.016	-0.013	0.004
Si	14.95	9.531	13.591	-0.009	0.002	-0.007
Si	1.343	12.238	13.598	-0.011	0.005	-0.005
Si	4.065	14.957	13.6	0.005	0.019	-0.005
Si	6.772	17.688	13.599	0.005	0.001	0.005
Si	4.067	4.064	13.611	-0.003	0.014	0.003
Si	6.795	6.799	13.617	0.012	-0.003	0.009
Si	4.076	9.51	13.593	-0.009	-0.016	-0.002
Si	6.795	12.235	13.599	0.001	0.003	-0.001
Si	9.508	14.943	13.596	0.006	-0.009	0.003
Si	12.244	17.68	13.603	-0.004	-0.009	0.004
Si	9.506	4.102	13.599	-0.015	-0.008	0.003
Si	12.247	6.831	13.589	0.003	0.008	-0.003
Si	9.526	9.523	13.601	0.008	0.01	0
Si	12.243	12.229	13.607	0	-0.003	0.004
Si	16.34	16.327	14.958	0.012	0.015	-0.009
Si	2.72	2.706	14.979	0.005	-0.023	0.001
Si	16.323	5.441	14.97	-0.001	0.001	0.007
Si	2.738	8.143	14.962	0.006	0.009	-0.003
Si	16.308	10.879	14.961	-0.008	-0.002	0
Si	2.707	13.598	14.963	0.003	-0.016	0.002
Si	5.425	16.315	14.958	-0.001	0.02	0
Si	8.127	2.745	14.947	-0.005	0.006	0
Si	5.432	5.425	14.965	-0.007	-0.02	-0.004
Si	8.165	8.165	14.964	-0.005	0.002	-0.003
Si	5.437	10.873	14.962	0.008	-0.001	-0.005
Si	8.15	13.582	14.965	-0.006	-0.003	-0.001
Si	10.87	16.308	14.943	-0.024	-0.008	0
Si	13.614	2.74	14.943	0.014	0.012	-0.007
Si	10.875	5.479	14.945	0.019	0.017	-0.001
Si	13.593	8.182	14.963	-0.001	-0.003	0.004
Si	10.87	10.876	14.967	-0.004	-0.017	0.005
Si	13.607	13.601	14.944	0.01	0.019	-0.006
O	1.076	13.109	0.855	-0.181	-0.319	0.26
O	2.151	0.887	2.731	0.347	-0.498	-0.256
O	1.685	7.354	1.345	-0.296	-0.07	-0.391
O	9.358	12.702	29.582	0.303	-0.111	-0.502
O	2.913	12.636	2.583	0.376	-0.143	-0.151
O	3.757	16.289	33.632	-0.281	-0.439	-0.109
O	6.215	0.684	3.182	-0.311	0.02	-0.322
O	3.906	2.919	2.788	0.319	-0.348	-0.081
O	7.174	13.449	3.281	-0.21	0.056	-0.003
O	5.548	15.926	0.719	0.071	0.146	0.107
O	10.202	10.785	2.579	0.501	-0.113	-0.366
O	1.711	3.045	4.194	-0.226	-0.048	-0.085
O	13.936	5.082	24.289	-0.139	0.206	0.411
O	8.286	6.78	30.888	0.13	-0.055	-0.362
O	12.581	12.083	24.022	0.113	-0.022	0.203
O	7.748	7.048	25.641	-0.202	0.267	0.139
O	10.636	9.683	24.927	0.143	0.124	-0.321
O	14.095	5.211	29.99	-0.226	0.034	0.616
O	0.764	17.367	27.474	-0.12	0.165	0.028
O	7.331	2.15	1.424	0.007	-0.31	-0.652
O	15.192	10.987	0.374	0.311	0.468	-0.65
O	8.344	4.279	29.991	0.521	-0.228	-0.015
O	5.628	5.481	25.038	0.045	0.064	0.194
O	1.265	9.794	0.403	0.195	0.388	-0.398
O	7.805	11.592	1.626	-0.046	-0.351	-0.216
O	7.86	6.356	1.979	-0.109	0.251	-0.147
O	9.712	10.893	0.035	0.127	0.244	-0.561
O	10.718	19.189	33.189	-0.549	-0.194	-0.395
O	11.215	8.62	31.32	-0.255	-0.579	0.078
O	3.404	14.445	0.828	-0.228	0.545	-0.504
O	3.07	5.352	2.287	0.112	-0.098	-0.325
O	13.158	12.248	1.525	-0.273	-0.243	0.168
O	9.193	5.336	27.141	-0.103	0.15	0.044
O	16.105	11.376	27.435	-0.475	-0.19	-0.232
O	12.255	14.051	25.809	-0.02	-0.116	0.338
O	8.311	10.955	24.61	-0.426	-0.096	0.105
O	15.105	16.706	31.588	-0.02	-0.222	0.414
O	3.229	12.358	32.831	-0.555	-0.169	-0.333
O	4.177	19.093	29.885	-0.464	-0.268	-0.149
O	4.952	5.597	32.51	0.019	0.267	0.19
O	3.635	9.231	1.352	0.157	0.392	-0.335
O	13.045	7.146	32.368	0.25	-0.17	-0.034
O	8.154	13.48	33.339	-0.258	-0.21	0.517
O	5.768	13.915	26.439	0.225	-0.241	-0.19
O	12.823	7.152	28.686	-0.406	0.012	0.112
O	0.531	18.544	32.528	0.447	0.101	-0.158
O	7.354	13.875	30.9	-0.06	0.654	-0.166
O	10.441	12.208	25.579	-0.293	0.034	0.411
O	12.493	4.631	32.575	0.175	-0.163	-0.253
O	12.09	16.681	25.448	-0.494	0.005	0.252
O	12.498	18.341	28.564	0.215	0.153	-0.451
O	1.233	7.703	30.436	0.328	0.298	0.289
O	12.836	16.424	30.32	-0.533	0.199	0.099
O	5.182	18.551	26.825	0.132	0.121	0.608
O	11.982	4.673	28.551	-0.208	0.203	-0.468
O	10.446	7.194	25.84	0.073	-0.259	-0.106
O	10.014	5.059	31.864	-0.041	0.68	0.128
O	13.131	5.337	2.381	-0.184	-0.285	-0.393
O	14.21	14.256	30.687	0.527	0.084	-0.092
O	9.9	5.688	0.514	-0.089	-0.303	-0.277
O	15.611	3.744	25.951	0.482	-0.316	0.334
O	10.039	13.081	1.37	0.102	0.028	0.235
O	13.488	12.147	32.013	0.078	0.364	0.206
O	13.965	9.371	27.7	-0.282	0.587	0.175
O	5.582	19.441	32.028	-0.135	-0.04	0.302
O	0.572	5.765	27.026	0.722	-0.478	0.195
O	14.231	5.371	27.372	-0.329	0.128	-0.355
O	0.615	12.656	29.549	0.218	-0.013	0.716
O	3.954	12.251	25.366	-0.033	-0.111	-0.299
O	9.997	8.343	0.636	-0.161	0.187	0.206
O	3.763	5.421	30.087	-0.214	0.282	-0.116
O	7.071	9.603	28.097	-0.313	-0.174	-0.423
O	1.172	8.246	27.788	0.648	0.153	0.046
O	6.417	16.286	27.338	0.34	0.155	0.372
O	5.859	12.464	32.549	0.033	-0.144	0.496
O	12.185	14.657	1.361	0.194	0.293	0.02
O	3.899	14.842	31.401	-0.543	-0.136	0.291
O	2.662	16.015	26.245	0.043	-0.427	0.439
O	16.011	3.962	28.653	0.274	-0.36	-0.048
O	14.483	15.429	25.725	0.452	0.052	0.306
O	7.49	4.82	32.468	0.101	0.064	0.467
O	5.138	14.599	28.977	-0.199	-0.023	0.021
O	10.379	13.612	31.821	0.209	0.422	-0.089
O	14.806	3.817	1.162	-0.024	0.032	-0.672
O	16.43	7.159	32.772	0.012	0.432	-0.209
O	4.795	9.829	29.398	-0.623	-0.066	-0.234
O	13.126	9.642	1.244	-0.784	0.097	-0.105
O	6.833	11.772	29.434	-0.116	-0.23	0.093
O	4.968	16.556	25.119	0.371	-0.001	-0.653
O	11.27	19.49	30.577	-0.118	-0.475	0.057
O	2.424	11.255	27.203	0.086	-0.253	0.496
O	2.408	6.14	32.162	0.087	-0.175	0.394
O	14.851	14.151	0.92	0.103	0.071	-0.228
O	0.048	1.81	1.541	-0.044	0.348	0.225
O	9.275	10.38	27.025	-0.063	0.305	0.303
O	0.651	17.603	30.064	0.49	0.212	0.054
O	6.046	15.079	32.891	0.061	0.257	0.623
O	16.537	15.231	28.947	-0.5	-0.044	0.333
O	10.219	19.31	27.949	-0.076	-0.565	-0.011
O	6.731	18.487	29.853	0.442	-0.362	-0.196
O	9.434	9.654	29.511	0.227	-0.046	-0.24
O	15.083	19.302	30.877	-0.479	0.16	0.383
O	12.787	15.771	27.763	-0.355	-0.299	0.173
O	6.557	8.798	30.785	0.297	-0.021	-0.196
O	3.661	4.207	27.725	-0.481	0.668	0.136
O	0.694	15.674	1.011	0.267	0.151	-0.32
O	11.782	1.839	1.075	-0.341	-0.114	-0.308
O	4.686	14.996	3.103	-0.19	-0.103	-0.011
O	13.993	7.244	0.675	0.414	-0.312	0.158
O	5.65	13.242	1.327	-0.293	0.044	-0.622
O	0.338	11.08	2.577	0.151	0.259	-0.226
O	1.16	13.566	27.138	0.265	0.626	-0.504
O	4.249	12.508	30.424	0.04	-0.396	-0.346
O	12.858	8.348	25.611	0.091	-0.017	0.143
O	15.403	7.711	26.234	-0.279	-0.441	-0.073
O	7.745	19.54	27.607	-0.428	-0.393	-0.12
O	2.598	18.689	26.191	-0.126	0.386	-0.365
O	2.629	14.275	29.209	0.29	0.229	0.153
O	5.941	4.527	29.029	0.21	0.673	0.02
O	15.348	7.672	29.13	-0.102	-0.544	0.132
O	16.558	5.246	30.934	0.068	-0.296	0.061
O	5.146	11.362	27.445	0.269	0.329	0.077
O	3.998	9.627	25.843	0.093	-0.374	0.326
O	13.511	18.86	24.954	-0.177	-0.061	0.235
O	13.287	9.649	32.84	0.339	-0.457	0.125
O	14.484	11.837	29.572	-0.386	-0.003	-0.091
O	8.805	9.181	31.973	-0.009	0.198	0.175
O	14.169	1.378	0.177	0.333	-0.472	0.009
O	4.57	10.283	31.912	-0.284	-0.158	0.581
O	13.243	15.476	32.826	-0.61	0.263	0.029
O	5.102	17.037	31.391	0.051	-0.147	-0.089
O	5.527	4.284	1.415	0.063	0.017	-0.366
O	14.791	17.155	28.675	0.073	0.476	0.032
O	13.547	9.018	30.375	0.186	0.447	-0.038
O	10.561	11.117	31.329	0.414	0.148	0.442
O	5.746	8.065	2.37	-0.05	-0.222	-0.424
O	12.044	12.821	29.935	-0.193	0.255	-0.581
O	7.003	7.62	33.015	-0.257	-0.364	-0.304
O	7.578	14.077	28.293	0.467	0.009	-0.47
O	8.918	7.825	27.83	0.169	-0.458	0.388
O	15.63	8.855	1.838	0.568	-0.433	0.217
O	4.193	7.779	31.157	-0.041	0.303	0.034
O	16.497	10.006	29.612	0.246	-0.012	0.27

Results
total energy: -101209.834 eV
total energy less fixed offsets of O -438.35, Si -107.03 eV per atom: 5.016 eV
